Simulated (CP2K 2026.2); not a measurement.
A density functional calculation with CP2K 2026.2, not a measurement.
Periodic cell of 506 atoms, Si360O144H2, from a study of silicon, its oxide and their interface. The atomic structure is a simulated model.
Doubt: the forces sum to 2.34 eV/angstrom along one axis rather than to zero, so they err by at least 0.0046 eV/angstrom per atom on average; the grid cutoff is modest.

Settings: functional PBE; method Gaussian and plane waves; basis set DZVP-MOLOPT-SR-GTH; pseudopotentials GTH-PBE; grid cutoff 350 Ry, relative cutoff 50 Ry; k points Gamma only; occupations fixed; spin none; net charge 0.

Cell vectors (angstrom)
a 16.32 0 0
b 0 16.32 0
c 0.8194 -1.3455 34.6865

Atoms and the computed forces on them: element, x, y, z (angstrom), force x, y, z (eV/angstrom)
Si 1.646 14.697 0.226 0 -0.014 -0.229
Si 4.356 1.222 0.081 0.003 0.022 -0.215
Si 0.907 4.328 0.077 0.184 -0.022 -0.162
Si 4.337 6.564 0.167 -0.101 -0.069 -0.479
Si 0.972 9.771 0.068 0.03 -0.103 -0.171
Si 3.794 12.453 0.054 -0.025 0.012 -0.344
Si 6.453 15.225 0.065 0.021 0.088 -0.205
Si 10.607 -0.228 34.651 -0.083 0.017 -0.239
Si 6.517 4.327 0.134 0.04 -0.17 -0.445
Si 10.265 5.543 34.567 0.032 -0.091 -0.147
Si 8.067 7.805 34.605 -0.319 0.241 -0.099
Si 9.806 11.875 0.21 -0.021 0.168 0.017
Si 12.028 15.251 0.199 0.145 -0.064 -0.16
Si 14.731 1.64 0.125 0.016 -0.089 -0.035
Si 12.565 3.887 0.061 0.064 -0.107 -0.098
Si 15.128 6.71 0.157 0.097 0.047 -0.128
Si 12.932 8.517 34.658 -0.022 0.094 -0.214
Si 15.215 12.109 0.182 -0.026 0.117 -0.215
Si 2.785 0.034 1.43 0.09 -0.066 -0.185
Si 5.468 2.725 1.504 -0.048 0.072 -0.204
Si 2.679 5.396 1.365 -0.169 -0.056 -0.246
Si 5.551 8.155 1.35 0.219 0.114 -0.145
Si 2.679 10.851 1.37 -0.082 0.021 -0.24
Si 5.396 13.591 1.394 -0.022 0.018 -0.083
Si 8.153 0.013 1.329 -0.038 0.01 -0.19
Si 10.899 2.733 1.322 0.139 -0.049 -0.161
Si 8.225 5.442 1.331 -0.134 0.077 -0.144
Si 10.961 8.152 1.266 -0.04 0.101 -0.303
Si 8.24 10.693 1.464 0.043 0.002 -0.172
Si 10.886 13.598 1.45 -0.026 -0.043 -0.304
Si 13.601 0.063 1.513 0.025 0.08 -0.282
Si 16.262 2.762 1.523 -0.075 -0.061 -0.252
Si 13.623 5.455 1.471 0.038 -0.115 -0.232
Si 16.274 8.227 1.519 0.066 -0.066 -0.239
Si 13.584 10.958 1.459 0.165 -0.018 -0.239
Si 0.074 13.591 1.569 -0.017 -0.045 -0.232
Si 1.381 1.371 2.787 -0.032 0.021 -0.024
Si 4.024 4.05 2.798 -0.045 0.059 0.12
Si 1.398 6.83 2.78 0.002 -0.016 0.082
Si 4.127 9.516 2.696 -0.025 -0.038 -0.022
Si 1.399 12.184 2.878 0.001 -0.041 0.175
Si 4.107 14.968 2.836 0.003 -0.036 0.125
Si 6.883 1.385 2.797 0.054 -0.034 0.119
Si 9.551 4.081 2.718 0.006 -0.05 0.043
Si 6.871 6.794 2.766 0.027 -0.027 0.107
Si 9.609 9.412 2.827 0.019 -0.113 0.029
Si 6.822 12.182 2.703 -0.004 0.056 -0.086
Si 9.46 14.938 2.761 -0.002 0.048 0.062
Si 12.212 1.416 2.834 -0.001 -0.008 0.078
Si 14.952 4.121 2.898 0.039 0.09 0.143
Si 12.234 6.821 2.752 -0.003 -0.013 0.073
Si 14.891 9.547 2.851 -0.059 0.018 0.144
Si 12.272 12.307 2.846 0.002 0.048 0.107
Si 14.991 14.995 2.834 -0.042 0.005 -0.027
Si 16.355 0.024 4.185 -0.025 -0.011 0.042
Si 2.71 2.707 4.203 0.054 0.059 0.013
Si 16.358 5.491 4.209 -0.031 -0.07 -0.098
Si 2.784 8.176 4.135 -0.03 -0.074 0.001
Si 16.306 10.86 4.228 0.076 0.044 -0.094
Si 2.753 13.594 4.22 -0.013 0.022 -0.102
Si 5.5 0.018 4.176 -0.024 -0.092 -0.083
Si 8.221 2.752 4.163 -0.056 -0.067 -0.002
Si 5.448 5.434 4.127 0.03 0.018 -0.08
Si 8.208 8.113 4.208 0.02 -0.033 -0.073
Si 5.453 10.871 4.109 0.016 0.011 0.05
Si 8.135 13.555 4.131 0.056 0.052 0.038
Si 10.844 -0.008 4.157 0.046 0.047 -0.103
Si 13.585 2.742 4.24 -0.056 0.038 -0.085
Si 10.885 5.442 4.129 -0.018 0.05 -0.035
Si 13.565 8.149 4.197 0.062 0.066 -0.042
Si 10.917 10.875 4.172 -0.012 -0.022 -0.049
Si 13.638 13.641 4.215 -0.04 -0.045 0.027
Si 1.402 14.952 16.542 0.055 -0.029 0.012
Si 4.098 1.366 16.545 0.004 0.057 0.02
Si 1.391 4.093 16.543 -0.006 0.021 0.025
Si 4.093 6.805 16.582 -0.004 0 0.071
Si 1.388 9.519 16.574 -0.041 -0.031 0.06
Si 4.072 12.209 16.554 0.024 0.037 0.038
Si 6.819 14.972 16.538 -0.011 -0.023 0.04
Si 9.524 1.37 16.521 0.031 0.01 0.023
Si 6.81 4.1 16.545 0.001 0.001 0.031
Si 9.534 6.811 16.518 -0.081 0.028 0.02
Si 6.808 9.516 16.555 0.015 0.032 0.056
Si 9.531 12.23 16.534 0.024 0.02 0.04
Si 12.28 14.96 16.518 0.034 -0.004 0.015
Si 15.002 1.373 16.527 0.004 -0.033 0.02
Si 12.272 4.096 16.531 -0.043 -0.058 0.053
Si 14.962 6.78 16.542 0.016 0.021 0.049
Si 12.276 9.513 16.522 0.012 0.004 0.017
Si 15.015 12.231 16.549 -0.018 -0.016 0.046
Si 2.726 0.026 17.923 0.016 -0.095 0.071
Si 5.459 2.73 17.918 -0.031 -0.041 0.013
Si 2.753 5.413 17.96 -0.067 0 0.096
Si 5.422 8.203 17.964 0.064 -0.08 -0.046
Si 2.73 10.87 17.997 -0.005 0.01 -0.053
Si 5.45 13.583 17.874 0.004 0.02 0.124
Si 8.158 0.04 17.917 0.018 0.031 -0.015
Si 10.898 2.729 17.876 -0.006 0.033 0.064
Si 8.138 5.508 17.904 0.12 -0.012 0.037
Si 10.929 8.136 17.881 -0.039 0.07 0.039
Si 8.204 10.843 17.925 -0.077 0.014 0.133
Si 10.893 13.62 17.875 -0.022 -0.104 -0.02
Si 13.669 -0.018 17.884 -0.04 0.018 0.005
Si 16.334 2.759 17.91 0.053 -0.03 0.031
Si 13.611 5.436 17.954 0.021 0.018 0.015
Si 16.326 8.132 17.905 0.016 0.049 0.103
Si 13.628 10.873 17.9 0.011 -0.038 0.081
Si 16.434 13.539 17.929 -0.059 0.128 -0.057
Si 1.41 1.46 19.293 -0.006 0.091 -0.123
Si 4.167 4.085 19.355 0.018 0.042 -0.047
Si 1.327 6.75 19.308 -0.065 -0.077 -0.091
Si 4.044 9.499 19.396 -0.014 0.001 0.074
Si 1.393 12.197 19.428 -0.039 0.009 0.105
Si 4.081 14.931 19.26 -0.003 -0.047 -0.047
Si 6.791 1.386 19.319 -0.012 -0.009 -0.023
Si 9.52 4.132 19.215 0.047 -0.011 -0.081
Si 6.808 6.885 19.332 0.051 0.037 0.013
Si 9.62 9.477 19.295 0 0.045 -0.178
Si 6.795 12.213 19.261 0.002 -0.102 -0.173
Si 9.55 15 19.235 -0.012 0.024 -0.019
Si 12.277 1.336 19.224 -0.065 0.056 0.064
Si 14.958 4.057 19.334 -0.036 -0.048 -0.038
Si 12.233 6.799 19.317 -0.027 -0.029 -0.051
Si 14.968 9.487 19.295 0.028 0.013 -0.011
Si 12.261 12.269 19.236 -0.073 0.001 -0.104
Si 15.113 14.97 19.219 0.126 -0.043 -0.133
Si 16.393 0.085 20.616 -0.09 -0.079 0.182
Si 2.805 2.738 20.745 0.051 -0.033 0.204
Si 16.285 5.382 20.741 0.023 0.123 0.219
Si 2.635 8.089 20.724 -0.081 -0.047 0.207
Si 16.305 10.787 20.775 -0.12 -0.089 0.272
Si 2.781 13.609 20.763 0.011 0.069 0.218
Si 5.421 -0.038 20.644 0.058 -0.036 0.174
Si 8.15 2.833 20.589 0.117 -0.179 0.408
Si 5.482 5.525 20.735 -0.114 0.001 0.239
Si 8.272 8.166 20.716 0.058 -0.057 0.228
Si 5.446 10.871 20.727 0.088 0.067 0.034
Si 8.186 13.622 20.537 -0.112 0.107 0.191
Si 10.904 0.014 20.625 0.183 -0.075 0.327
Si 13.59 2.678 20.675 -0.154 -0.112 0.389
Si 10.884 5.416 20.663 -0.153 -0.128 0.282
Si 13.592 8.128 20.685 -0.002 0.135 0.179
Si 10.962 10.875 20.648 0.109 -0.035 0.319
Si 13.729 13.604 20.488 -0.083 0.027 0.378
Si 1.647 15.325 21.971 0.091 0.027 0.223
Si 3.941 1.101 22.09 -0.035 -0.088 0.072
Si 1.612 4.3 22.062 0.112 -0.039 0.305
Si 3.813 6.577 22.096 0.121 0.09 0.044
Si 0.921 9.009 22.095 0.16 0.279 0.137
Si 4.385 12.453 22.119 -0.04 -0.085 0.35
Si 6.593 14.679 21.923 0.022 0.019 -0.01
Si 9.662 1.585 21.911 -0.03 0.37 -0.206
Si 7.063 4.389 22.069 0.053 0.029 -0.136
Si 9.37 6.513 22.117 -0.101 -0.012 0.015
Si 7.206 9.883 21.934 -0.117 -0.052 0.331
Si 9.413 12.159 21.86 0.048 0.009 0.189
Si 12.653 15.184 21.853 -0.146 -0.137 -0.078
Si 14.805 1.142 22.038 -0.024 0.061 0.116
Si 11.934 3.777 22.018 0.099 0.139 -0.274
Si 14.964 6.839 22.106 -0.018 -0.001 0.183
Si 12.519 9.723 22.073 -0.064 0.131 -0.084
Si 14.669 12.011 21.982 -0.024 0.066 -0.066
Si 5.584 2.672 24.349 0.06 0.108 0.236
Si 6.091 13.12 28.408 -0.153 0.162 -0.099
Si 5.787 -0.402 27.171 -0.125 -0.05 0.497
Si 10.725 8.379 24.256 -0.168 0.02 0.21
Si 12.162 4.84 27.108 -0.254 -0.196 0.392
Si 7.368 2.103 26.753 -0.041 0.051 0.554
Si 13.106 9.906 27.904 0.107 0.141 0.058
Si 14.42 12.052 29.79 0.064 -0.033 -0.42
Si 11.299 12.247 26.678 0.113 -0.002 0.389
Si 8.143 12.292 26.081 -0.034 0.098 0.422
Si 10.348 -0.122 25.084 0.131 0.141 0.613
Si 3.972 5.477 32.056 0.119 -0.193 -0.522
Si 1.494 13.831 26.452 0.242 0.133 0.534
Si 2.456 7.945 31.774 -0.027 0.14 -0.51
Si 12.047 0.894 29.442 0.011 -0.035 -0.273
Si 8.228 11.766 29.939 0.063 0.063 -0.397
Si 7.195 8.053 31.653 -0.007 -0.169 -0.485
Si 1.729 9.222 25.161 -0.197 -0.075 0.451
Si 3.841 4.43 26.311 -0.068 0.158 0.649
Si 0.978 11.688 28.74 0.077 -0.015 -0.04
Si 6.649 5.061 30.877 0.013 -0.037 -0.353
Si 6.789 7.607 26.638 -0.025 -0.285 0.348
Si 4.135 7.283 25.054 0.15 -0.033 0.501
Si 14.769 12.689 32.655 -0.133 -0.139 -0.102
Si 10.552 2.1 27.066 0.034 0.19 0.204
Si 16.543 13.412 23.927 -0.078 -0.003 0.411
Si 6.321 4.9 27.823 -0.042 0.07 0.037
Si 8.931 12.126 32.745 0.062 0.073 -0.248
Si 11.055 7.74 27.417 -0.037 -0.049 0.509
Si 4.642 1.017 31.892 0.053 -0.148 -0.561
Si 11.258 13.502 24.119 0.054 -0.077 0.147
Si 9.925 0.33 31.557 0.063 -0.148 -0.593
Si 14.38 6.831 32.498 0.272 0.039 -0.274
Si 10.223 13.76 30.755 0.026 0.051 -0.443
Si 4.754 9.982 31.824 -0.15 0.041 -0.473
Si 7.565 15.088 24.821 -0.121 -0.194 0.578
Si 16.139 2.934 24.309 0.156 -0.148 0.218
Si 2.976 -1.157 30.601 0.186 -0.146 -0.377
Si 13.362 3.539 29.754 0.191 -0.098 -0.256
Si 8.356 8.828 28.914 -0.123 0.05 -0.105
Si 16.299 7.187 30.026 0.251 -0.109 -0.394
Si 12.258 4.463 32.436 0.001 -0.236 -0.315
Si 12.518 14.184 28.875 0.029 0.002 -0.039
Si 2.65 11.947 24.603 0.077 0.201 0.556
Si 8.003 9.502 24.648 -0.2 -0.038 0.488
Si 2.716 0.06 27.639 0.047 -0.049 0.079
Si 16.438 4.022 29.771 0.011 0.055 -0.194
Si 1.256 2.843 27.083 0.252 -0.052 0.384
Si 2.277 2.947 31.865 -0.075 0.088 -0.567
Si 7.559 2.242 31.82 -0.206 0.168 -0.416
Si 3.737 12.165 29.871 -0.163 0.078 -0.325
Si 13.706 4.998 24.357 -0.141 0.059 0.127
Si 16.001 9.095 27.416 -0.097 0.059 0.243
Si 17.021 14.809 32.66 0.249 0.046 -0.202
Si 1.38 14.969 5.566 0.004 -0.046 -0.024
Si 4.111 1.359 5.55 -0.017 -0.011 -0.034
Si 1.373 4.092 5.57 -0.011 0.01 -0.033
Si 4.118 6.803 5.531 0.005 0.024 -0.081
Si 1.395 9.501 5.545 -0.033 0.007 -0.04
Si 4.126 12.219 5.55 -0.001 0.044 -0.048
Si 6.824 14.94 5.541 -0.025 0.009 -0.037
Si 9.533 1.368 5.556 0.011 -0.009 -0.042
Si 6.816 4.088 5.524 -0.002 -0.006 -0.065
Si 9.552 6.763 5.572 -0.068 -0.001 -0.03
Si 6.818 9.52 5.515 0.036 -0.005 -0.058
Si 9.524 12.229 5.524 -0.012 -0.005 -0.033
Si 12.234 14.982 5.552 0.006 0.003 -0.027
Si 14.976 1.366 5.566 -0.003 0.027 -0.024
Si 12.225 4.115 5.569 0.071 -0.037 -0.022
Si 14.965 6.819 5.568 0.021 -0.003 -0.029
Si 12.246 9.526 5.577 -0.007 -0.012 -0.019
Si 14.977 12.255 5.584 0.007 0.016 -0.011
Si 2.751 0.003 6.93 0.012 -0.013 0.002
Si 5.468 2.727 6.915 -0.002 -0.003 -0.004
Si 2.753 5.45 6.918 0.002 -0.027 0.001
Si 5.47 8.165 6.907 -0.012 -0.024 0.003
Si 2.749 10.87 6.917 -0.017 0.006 -0.002
Si 5.469 13.591 6.925 0.004 0 0.013
Si 8.175 -0.006 6.916 0.016 -0.005 0.01
Si 10.887 2.728 6.934 -0.008 -0.001 0.018
Si 8.169 5.425 6.928 0.021 0.002 0.031
Si 10.891 8.152 6.936 0.006 0.023 0.024
Si 8.171 10.874 6.909 -0.006 0.027 -0.004
Si 10.881 13.597 6.91 0.023 0.004 -0.011
Si 13.608 0.006 6.932 -0.008 0.001 -0.007
Si 16.334 2.728 6.938 -0.017 0.021 0.002
Si 13.608 5.453 6.939 -0.011 0.007 -0.006
Si 16.344 8.164 6.932 0.005 -0.012 0
Si 13.614 10.886 6.942 0.015 -0.006 0.007
Si 16.345 13.611 6.944 -0.019 0.01 0.001
Si 1.385 1.365 8.299 -0.003 0.005 0.005
Si 4.107 4.085 8.292 0.014 0.019 0.002
Si 1.386 6.799 8.297 -0.028 -0.011 0.004
Si 4.107 9.514 8.292 -0.002 0.003 0
Si 1.391 12.237 8.295 0.004 0.02 0.002
Si 4.107 14.954 8.298 -0.021 -0.009 0.005
Si 6.818 1.358 8.292 -0.021 -0.024 -0.005
Si 9.526 4.075 8.311 -0.022 -0.029 0.002
Si 6.819 6.804 8.292 0.011 0.01 -0.006
Si 9.527 9.519 8.296 -0.005 -0.025 -0.001
Si 6.826 12.235 8.298 0.008 0.011 0.007
Si 9.535 14.96 8.295 0.009 0.012 -0.001
Si 12.253 1.37 8.305 0.034 0.021 0.001
Si 14.971 4.086 8.306 -0.002 -0.023 0.007
Si 12.255 6.808 8.316 0.022 0.011 0
Si 14.985 9.526 8.305 0.021 0.031 0.002
Si 12.245 12.247 8.299 -0.012 -0.014 0.003
Si 14.972 14.966 8.305 -0.001 -0.019 0.01
Si 16.342 0.004 9.673 -0.01 0.003 0.003
Si 2.746 2.727 9.669 -0.007 -0.007 0.003
Si 16.342 5.442 9.672 0.003 -0.004 0
Si 2.744 8.16 9.669 -0.001 0.005 0
Si 16.348 10.885 9.673 -0.012 -0.006 0.006
Si 2.747 13.596 9.672 -0.003 -0.002 0.004
Si 5.462 0 9.671 0.007 0.009 0.001
Si 8.171 2.712 9.679 0.022 0.007 0.007
Si 5.461 5.445 9.67 -0.008 -0.011 -0.003
Si 8.173 8.161 9.673 0.002 0.008 -0.001
Si 5.461 10.877 9.669 -0.001 0.004 -0.001
Si 8.181 13.6 9.673 0.008 0.006 0.002
Si 10.896 0 9.673 -0.001 -0.012 -0.008
Si 13.617 2.723 9.679 -0.006 0 0.003
Si 10.891 5.441 9.678 0.003 0.004 -0.002
Si 13.624 8.167 9.679 -0.008 -0.014 0.007
Si 10.89 10.88 9.671 0.007 0.012 -0.004
Si 13.613 13.602 9.674 0.006 0.009 0.007
Si 1.385 14.959 11.042 -0.003 -0.007 0
Si 4.102 1.362 11.044 -0.003 -0.004 0
Si 1.384 4.083 11.045 -0.007 -0.005 0.005
Si 4.099 6.801 11.046 0 0 0.001
Si 1.387 9.521 11.044 -0.004 0.002 0
Si 4.104 12.235 11.047 -0.002 0.007 0.003
Si 6.821 14.96 11.047 0.003 -0.007 -0.004
Si 9.536 1.356 11.051 -0.006 -0.005 -0.002
Si 6.815 4.083 11.047 0.004 -0.007 -0.003
Si 9.532 6.804 11.048 0.004 0.007 -0.003
Si 6.816 9.521 11.049 -0.001 -0.004 0.002
Si 9.538 12.242 11.052 -0.003 0.003 -0.002
Si 12.258 14.963 11.051 0.003 0.001 -0.001
Si 14.982 1.362 11.048 0.007 0.009 0.004
Si 12.256 4.083 11.049 0.002 -0.01 0
Si 14.985 6.803 11.047 -0.002 0.004 0.001
Si 12.258 9.526 11.047 0.007 0.001 -0.002
Si 14.981 12.241 11.044 0.001 0.005 0
Si 2.745 -0.003 12.418 -0.017 0.005 0.003
Si 5.454 2.728 12.422 0.006 -0.003 -0.002
Si 2.737 5.446 12.424 0.005 -0.01 0.005
Si 5.455 8.16 12.421 -0.005 0.003 -0.002
Si 2.746 10.875 12.423 0.001 0.008 0.004
Si 5.461 13.598 12.419 0.008 0.011 -0.007
Si 8.177 0 12.428 0.011 -0.001 -0.001
Si 10.897 2.721 12.421 0.006 0.007 -0.003
Si 8.173 5.444 12.422 0.005 -0.002 0
Si 10.894 8.165 12.418 0 -0.017 -0.005
Si 8.172 10.885 12.424 0.018 -0.005 -0.002
Si 10.904 13.598 12.426 -0.005 0.012 -0.009
Si 13.623 0.002 12.424 0.001 -0.01 -0.003
Si 16.348 2.719 12.419 -0.018 -0.007 -0.004
Si 13.623 5.442 12.417 -0.001 0.003 0
Si 16.349 8.161 12.418 0.006 0.01 0.001
Si 13.627 10.878 12.422 -0.016 0.007 0.004
Si 16.346 13.598 12.417 -0.006 0.002 -0.004
Si 1.389 1.358 13.793 0.027 -0.005 0.001
Si 4.096 4.089 13.799 -0.011 0.013 0.007
Si 1.384 6.809 13.803 -0.031 0.007 0.007
Si 4.098 9.512 13.804 0.014 -0.012 0.002
Si 1.385 12.236 13.793 -0.016 0.009 0
Si 4.105 14.957 13.794 0.015 -0.024 -0.008
Si 6.814 1.369 13.794 -0.002 0.004 -0.002
Si 9.537 4.085 13.789 0 -0.014 -0.006
Si 6.81 6.803 13.797 0.021 -0.006 -0.001
Si 9.534 9.525 13.793 -0.021 0.033 -0.005
Si 6.809 12.238 13.803 -0.011 0.031 -0.002
Si 9.54 14.957 13.798 0.017 -0.016 -0.012
Si 12.263 1.367 13.794 -0.012 -0.002 -0.001
Si 14.991 4.085 13.788 0 -0.022 0
Si 12.258 6.802 13.784 -0.007 0.011 -0.002
Si 14.992 9.516 13.793 0.007 -0.016 0
Si 12.271 12.238 13.797 0.02 -0.012 -0.003
Si 14.992 14.96 13.792 -0.01 0.014 -0.003
Si 16.356 -0.006 15.169 -0.042 -0.019 0
Si 2.741 2.724 15.17 -0.035 -0.049 -0.019
Si 16.343 5.443 15.17 0.019 0.011 -0.011
Si 2.742 8.16 15.192 0.014 0.016 -0.003
Si 16.358 10.867 15.173 -0.003 0.018 -0.008
Si 2.749 13.591 15.166 0.008 0.04 -0.018
Si 5.456 0.007 15.167 0.005 -0.005 -0.001
Si 8.168 2.739 15.162 0.036 0.009 -0.004
Si 5.445 5.455 15.181 0.003 -0.029 -0.001
Si 8.166 8.169 15.163 0.017 -0.019 -0.017
Si 5.45 10.872 15.179 0.015 0.003 -0.016
Si 8.174 13.6 15.169 -0.002 -0.012 -0.001
Si 10.901 0.004 15.163 -0.009 0.01 0.004
Si 13.631 2.729 15.16 0.002 0.021 0.005
Si 10.899 5.445 15.159 0.009 -0.009 -0.006
Si 13.627 8.15 15.155 -0.01 0.011 -0.01
Si 10.904 10.878 15.163 -0.019 -0.004 -0.001
Si 13.648 13.59 15.167 -0.024 0.013 0.009
O 11.862 12.389 25.147 0.096 -0.143 -0.412
O 7.834 2.235 33.424 0.154 0.051 0.468
O 11.752 9.583 34.094 0.227 -0.272 0.467
O 5.327 7.894 25.994 -0.272 0.252 -0.05
O 13.633 0.049 22.557 -0.147 0.066 -0.573
O 6.906 9.268 23.459 0.048 0.125 -0.29
O 3.451 6.773 31.226 0.185 0.006 -0.082
O 6.783 5.389 29.29 0.242 0.296 0.237
O 10.189 7.039 23.47 -0.094 -0.072 -0.048
O 8.173 11.179 22.371 0.102 0.057 -0.312
O 1.735 13.995 33.601 -0.1 0.073 0.068
O 14.982 4.03 24.585 -0.072 0.102 0.11
O 5.174 10.412 33.337 0.233 0.209 0.534
O 16.315 -0.298 33.475 0.155 0.277 0.134
O 6.23 3.816 23.381 0.087 0.091 0.033
O 1.789 -0.918 26.73 -0.078 -0.233 -0.342
O 6.228 4.087 34.229 0.094 0.176 0.74
O 2.767 0.052 22.678 -0.254 -0.051 -0.568
O 1.892 2.23 33.279 -0.109 -0.192 0.679
O 8.974 2.228 26.802 -0.11 -0.136 -0.247
O 17.012 4.206 34.347 0.199 -0.132 0.231
O 12.921 3.29 33.352 0.159 0.027 0.238
O 17.089 9.639 34.249 0.066 -0.138 0.485
O 6.985 12.562 27.189 0.2 -0.19 -0.256
O 13.797 8.146 33.278 -0.179 0.053 0.58
O 6.887 12.674 29.75 0.261 0.117 0.23
O 4.586 0.809 33.514 0.154 0.003 0.538
O 15.508 6.089 33.416 -0.102 0.11 0.072
O 9.493 -1.103 30.867 -0.256 -0.057 0.245
O 1.555 9.418 23.56 0.136 0.102 -0.321
O 8.22 5.432 22.703 -0.09 -0.027 -0.381
O 4.428 7.353 23.448 0.086 -0.167 -0.598
O 6.21 -1.288 34.134 0.111 0.004 0.615
O 13.673 10.711 29.211 0.184 -0.088 0.283
O 10.693 2.796 22.479 0.096 -0.285 -0.365
O 3.526 12.263 34.221 0.042 0.102 0.707
O 5.536 13.564 22.571 0.136 0.207 -0.577
O 6.886 3.43 27.535 -0.145 -0.149 0.012
O 2.082 7.618 33.329 -0.266 0.11 0.378
O 4.533 3.243 25.456 -0.049 -0.153 -0.205
O 9.676 8.223 28.166 0.064 0.133 0.077
O 6.798 0.814 27.59 -0.099 -0.06 -0.273
O 15.853 13.797 32.154 0.108 0.072 0.103
O 1.078 3.134 30.759 0.079 -0.048 0.529
O 16.084 7.942 22.627 0.205 0.323 -0.244
O 9.66 12.139 26.691 -0.239 0.006 0.093
O 6.965 5.984 26.779 0.03 0.177 -0.094
O 9.127 6.645 34.073 0.16 0.248 0.384
O 12.55 4.27 23.47 -0.184 -0.009 0.049
O 2.705 5.438 22.63 0.048 -0.179 -0.389
O 3.329 13.579 30.557 0.088 0.154 0.068
O 7.807 13.104 33.393 0.107 -0.131 0.062
O 3.519 2.053 31.286 0.106 0.017 0.268
O 8.728 -0.153 25.274 0.064 0.244 -0.286
O 14.225 6.315 23.522 0.282 0.073 -0.622
O 13.127 5.822 32.365 -0.166 -0.011 -0.154
O 14.994 7.219 31.02 -0.243 -0.125 0.642
O 12.332 14.175 23.126 0.218 -0.104 0.033
O 10.817 4.853 33.126 -0.187 -0.162 0.451
O 4.793 1.582 23.432 0.094 -0.223 -0.366
O 15.486 11.504 33.503 0.091 0 0.042
O 7.302 15.363 23.25 -0.07 -0.08 -0.31
O 15.996 7.917 28.575 -0.205 -0.209 0.058
O 7.014 8.338 28.092 0.136 0.112 0.028
O 5.842 8.895 31.263 -0.033 0.077 0.109
O 4.674 11.289 30.857 0.122 -0.067 0.443
O 0.716 14.798 23.235 0.02 0.26 -0.063
O 11.792 -1.311 34.234 -0.315 -0.25 0.645
O 2.743 4.451 32.252 -0.273 0.137 0.343
O 2.711 -0.534 29.134 0.241 -0.079 0.213
O 10.069 12.849 23.219 -0.122 0.164 -0.045
O 7.912 8.206 25.642 0.321 -0.065 -0.144
O 2.821 8.096 25.506 -0.148 0.057 -0.301
O 11.761 13.892 30.284 -0.039 -0.232 0.107
O 14.457 1.388 34.185 0.064 0.122 0.305
O 5.098 4.684 31.183 -0.313 -0.119 0.344
O 7.688 10.895 25.412 -0.229 -0.102 -0.302
O 16.877 10.36 27.929 0.217 0.082 -0.202
O 13.964 13.429 29.003 0.002 -0.131 -0.064
O 14.453 9.512 27.055 0.06 -0.248 -0.166
O 7.608 8.504 33.164 -0.063 -0.049 0.438
O 13.075 5.321 25.84 0.376 0.002 -0.461
O 16.457 13.677 25.547 -0.212 -0.011 -0.395
O 12.014 9.007 23.479 0.151 0.153 0.04
O 7.582 3.779 31.239 0.173 0.004 0.053
O 2.34 4.011 26.748 0.006 0.083 -0.257
O 1.347 12.255 23.653 -0.216 -0.099 -0.143
O 2.794 13.232 25.633 0.095 -0.253 -0.249
O 11.238 6.115 27.579 0.039 0.02 -0.066
O 15.487 1.694 23.458 0.045 0.005 -0.211
O 13.315 1.919 29.488 -0.008 0.003 0.015
O 10.178 13.036 32.205 0.17 -0.113 0.171
O 6.227 -0.973 25.714 0.023 -0.258 -0.484
O 8.297 8.327 30.465 -0.098 0.093 0.193
O 16.605 3.418 28.262 -0.136 -0.14 -0.101
O 13.595 13.348 33.545 0.079 -0.204 0.214
O 3.254 9.353 31.747 -0.176 0.14 0.101
O 10.763 14.642 25.18 0.095 -0.017 -0.114
O 6.812 2.031 25.223 -0.173 -0.258 -0.362
O 9.477 12.794 29.661 -0.204 -0.048 0.011
O 4.541 5.962 33.501 0.003 0.042 0.321
O 4.692 4.806 27.673 -0.108 -0.177 -0.223
O 8.059 13.553 25.059 0.326 0.233 -0.26
O 11.249 3.533 26.697 0.141 0.233 0.001
O 15.146 12.856 23.329 0.24 0.203 -0.081
O 1.177 8.019 30.76 0.08 0.005 0.418
O 12.229 3.918 30.881 -0.401 -0.063 0.348
O 14.025 12.07 31.353 -0.198 -0.104 0.462
O 2.055 1.534 27.628 -0.026 0.156 0.117
O 6.128 1.53 31.439 -0.069 -0.12 0.197
O 11.4 0.682 30.921 0.017 -0.063 0.436
O 3.921 11.788 23.599 0.151 -0.008 -0.536
O 4.25 0.134 27.086 0.109 0.113 -0.34
O 11.073 8.08 25.823 -0.093 0.294 -0.433
O 11.732 13.521 27.614 -0.23 0.11 -0.156
O 8.356 10.475 28.945 -0.16 0.055 0.187
O 13.579 10.905 22.589 -0.019 0.055 -0.376
O 4.596 12.459 28.495 -0.091 0.055 0.089
O 1.585 -0.915 31.419 -0.378 0.166 0.233
O 12.013 10.877 27.191 -0.069 -0.051 -0.066
O 12.579 -0.5 28.74 0 -0.082 -0.199
O 7.01 6.424 31.686 0.162 0.022 0.138
O 16.71 8.731 25.986 0.068 0.112 -0.273
O 4.293 -0.433 31.227 0.334 -0.136 0.044
O 1.253 13.013 27.836 -0.026 0.4 -0.143
O 14.883 3.868 30.246 -0.074 -0.119 0.426
O 13.087 4.382 28.378 0.002 0.087 -0.135
O 9.551 9.513 24.145 0.314 0.167 -0.274
O 8.275 11.293 31.498 0.049 -0.23 0.281
O 16.772 5.632 29.763 0.003 0.187 -0.137
O 8.783 1.415 31.125 0.225 0.163 0.196
O 10.04 0.281 33.176 0.049 -0.059 0.618
O 5.921 14.743 28.302 0.154 -0.018 -0.125
O 11.089 0.843 26.172 -0.166 -0.182 -0.17
O 3.825 5.734 25.379 0.038 -0.015 -0.054
O 16.71 2.44 25.764 -0.33 -0.107 -0.538
O 1.043 3.602 23.46 0.25 -0.004 -0.268
O 10.871 1.658 28.593 -0.026 0.062 0.27
O 12.291 8.514 28.186 0.243 -0.162 -0.039
O 9.547 11.085 33.793 0.03 0.121 0.268
O 16.047 11.998 29.725 -0.101 0.2 0.345
O 2.36 11.359 29.536 0.045 -0.15 0.186
O 2.352 10.678 25.597 0.126 0.026 -0.241
H 8.751 1.127 22.97 -0.106 -0.079 -0.023
O 10.917 0.443 23.652 0.248 -0.082 -0.054
H 11.837 0.768 23.693 0 0.059 0.12

Results
total energy: -101689.505 eV
total energy less fixed offsets of H -15.91, O -438.35, Si -107.03 eV per atom: -4.485 eV
